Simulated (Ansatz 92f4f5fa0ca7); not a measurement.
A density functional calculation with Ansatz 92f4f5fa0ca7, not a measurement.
Periodic cell of 276 atoms, Si168O108, from a study of silicon, its oxide and their interface. The atomic structure is a simulated model.
Doubt: the cutoff is low for norm-conserving oxygen, so forces and energies are approximate.
Doubt: the program's own warning below bears on the result.
This geometry differs little from another in the collection (a relaxation step or a small displacement).

Settings: functional HSE06; potential files SPMS norm-conserving; basis plane waves; wave-function cutoff 800 eV; density cutoff ratio 4; exchange-correlation grid ratio 1; k mesh 1 x 1 x 1, Gamma-centred; occupations fixed; spin none; net charge 0.

Cell vectors (angstrom)
a  11.6015  0  0
b  0  13.3963  0
c  0  0  30.8482

Atoms: element, x, y, z (angstrom)
Si  0.053  -0.0967  24.0862
Si  3.8751  0.0202  24.188
Si  7.732  0.0574  23.9876
Si  1.9028  3.4223  24.1213
Si  5.992  3.3814  24.1999
Si  9.607  3.3545  24.2709
Si  -0.1078  6.6737  24.1296
Si  3.7526  6.682  24.2062
Si  7.7052  6.7744  24.1535
Si  1.9874  9.9978  24.1535
Si  5.7934  10.0622  24.1521
Si  9.6455  10.0686  23.9598
Si  0.0071  2.193  24.8274
Si  3.9142  2.3046  24.8034
Si  7.7637  2.1693  25.1058
Si  1.8379  5.6018  25.0071
Si  5.769  5.6208  24.8991
Si  9.599  5.6019  24.9985
Si  -0.0308  8.9434  24.818
Si  3.8891  8.9124  24.9785
Si  7.7508  8.9887  24.9129
Si  1.9639  12.2458  24.9595
Si  5.8322  12.3113  24.8947
Si  9.6452  12.2867  24.804
Si  0.0007  2.2106  27.2356
Si  3.8798  2.2631  27.2231
Si  7.7446  2.1914  27.4164
Si  1.8914  5.5845  27.3466
Si  5.7847  5.5914  27.2805
Si  9.6429  5.5929  27.3429
Si  -0.0151  8.9371  27.2288
Si  3.8754  8.9188  27.3298
Si  7.7435  8.9517  27.2879
Si  1.9407  12.2668  27.3134
Si  5.8159  12.2874  27.2779
Si  9.6561  12.2712  27.2233
Si  1.9487  1.1263  28.0562
Si  5.7767  1.1128  28.095
Si  9.6969  1.0855  28.0918
Si  -0.0282  4.4406  28.0888
Si  3.8526  4.4745  28.0803
Si  7.7122  4.4641  28.0947
Si  1.9113  7.8277  28.0833
Si  5.8172  7.814  28.0891
Si  9.6697  7.8343  28.0877
Si  -0.0139  11.1591  28.062
Si  3.8824  11.1607  28.0859
Si  7.7384  11.1751  28.082
Si  1.9336  1.1164  30.4532
Si  5.8008  1.1164  30.4532
Si  9.6679  1.1164  30.4532
Si  0  4.4654  30.4532
Si  3.8672  4.4654  30.4532
Si  7.7343  4.4654  30.4532
Si  1.9336  7.8145  30.4532
Si  5.8008  7.8145  30.4532
Si  9.6679  7.8145  30.4532
Si  0  11.1635  30.4532
Si  3.8672  11.1635  30.4532
Si  7.7343  11.1635  30.4532
Si  0  0  0.3944
Si  3.8672  0  0.3944
Si  7.7343  0  0.3944
Si  1.9336  3.3491  0.3944
Si  5.8008  3.3491  0.3944
Si  9.6679  3.3491  0.3944
Si  0  6.6981  0.3944
Si  3.8672  6.6981  0.3944
Si  7.7343  6.6981  0.3944
Si  1.9336  10.0472  0.3944
Si  5.8008  10.0472  0.3944
Si  9.6679  10.0472  0.3944
Si  0.0014  -0.0073  2.7668
Si  3.89  -0.0072  2.7528
Si  7.7451  -0.0067  2.7805
Si  1.9311  3.3498  2.7616
Si  5.7903  3.363  2.7352
Si  9.6695  3.3619  2.7716
Si  -0.0142  6.6943  2.7874
Si  3.8572  6.7009  2.7472
Si  7.7504  6.7055  2.7781
Si  1.9191  10.0617  2.7627
Si  5.7843  10.0205  2.7605
Si  9.6314  10.0659  2.7794
Si  0.0021  2.2209  3.5485
Si  3.8742  2.2302  3.5165
Si  7.7174  2.2532  3.5018
Si  1.9411  5.5852  3.56
Si  5.8003  5.5962  3.5093
Si  9.6591  5.5788  3.6447
Si  -0.0304  8.9538  3.527
Si  3.8365  8.9184  3.5516
Si  7.705  8.931  3.6065
Si  1.9529  12.303  3.5379
Si  5.8137  12.2387  3.5478
Si  9.6794  12.2862  3.6315
Si  0.0084  2.1987  5.9176
Si  3.8977  2.2162  5.8697
Si  7.6831  2.2589  5.8409
Si  1.9644  5.5761  5.9332
Si  5.7925  5.5851  5.8584
Si  9.6499  5.5533  6.072
Si  -0.0664  8.9792  5.8795
Si  3.7886  8.8802  5.9253
Si  7.6594  8.9112  6.0077
Si  1.9874  12.3227  5.8947
Si  5.824  12.1782  5.9186
Si  9.7034  12.2936  6.0536
Si  1.9939  1.1538  6.7278
Si  5.8242  1.0247  6.5904
Si  9.59  1.2012  6.666
Si  0.0663  4.4203  6.6796
Si  3.9286  4.4272  6.6839
Si  7.6292  4.4473  6.7718
Si  1.791  7.8222  6.6907
Si  5.6938  7.7538  6.7585
Si  9.6344  7.8495  6.7329
Si  0.1236  11.1976  6.7417
Si  3.8392  11.0934  6.6866
Si  7.7749  11.138  6.8343
O  4.1321  4.3142  8.3233
O  5.5398  7.5583  8.4016
O  9.3276  1.5357  8.2769
O  9.6937  8.0593  8.3712
O  2.1656  1.2616  8.3699
O  5.9956  0.8091  8.2092
O  1.4758  7.9126  8.3187
O  0.496  11.2338  8.3662
O  3.6976  10.9782  8.3291
O  0.3557  4.2959  8.3059
O  7.3052  4.4355  8.4156
O  7.7804  11.1543  8.4992
O  6.5798  3.4002  22.6449
O  2.1914  9.8827  22.5232
O  7.7269  0.1564  22.3164
O  11.3044  6.5184  22.4951
O  7.7813  6.9095  22.5022
O  0.2147  13.028  22.4684
O  9.6071  10.0575  22.2882
O  3.4556  6.6527  22.5756
O  5.7885  10.0083  22.5056
O  9.2691  3.4161  22.6542
O  1.736  3.5953  22.495
O  3.8359  -0.033  22.5498
Si  8.9831  10.0782  18.0481
Si  4.4128  10.9288  9.7702
Si  9.2001  10.7408  20.8632
Si  5.0557  8.1394  9.8342
Si  2.6982  1.6917  9.8345
Si  7.1831  6.2466  21.1569
Si  10.392  6.6043  18.2933
Si  3.0824  10.7755  12.5315
Si  10.0495  6.1283  14.1774
Si  9.7537  1.5089  16.1742
Si  5.5203  0.4841  9.6996
Si  1.6193  9.6693  21.0294
Si  11.079  4.1693  9.6472
Si  7.2878  0.8091  20.8719
Si  3.2859  6.4391  14.5298
Si  7.9343  3.4959  21.7452
Si  10.1797  1.2771  9.622
Si  13.5923  3.6756  15.3489
Si  8.1474  5.0527  9.6551
Si  -0.5704  4.3114  16.6045
Si  1.4292  13.0955  11.9503
Si  7.4102  1.5486  14.0444
Si  8.4823  10.8497  9.9365
Si  5.0491  6.0404  11.9782
Si  7.9395  0.0792  11.4138
Si  11.6242  12.4499  20.9698
Si  9.0177  7.8632  9.8231
Si  4.0328  8.7194  19.452
Si  7.6024  4.5172  12.716
Si  0.7352  1.1067  14.5561
Si  4.4908  10.4033  15.0306
Si  1.8279  9.1722  14.6109
Si  4.0914  6.1097  21.1895
Si  4.4584  13.3558  21.0712
Si  1.9125  1.1564  19.5779
Si  4.9924  7.9214  16.6486
Si  2.8521  1.2217  16.5693
Si  8.0516  13.0984  17.9838
Si  7.4796  7.5999  18.3365
Si  11.4212  11.9477  9.6472
Si  5.9803  10.5566  21.0005
Si  10.7437  8.4642  16.0443
Si  5.5744  13.3123  15.9589
Si  2.0742  7.3407  9.7006
Si  1.9694  4.068  20.9704
Si  3.3925  4.5777  9.7327
Si  0.2259  6.7375  20.9839
Si  11.3856  6.583  11.4558
O  9.2309  0.6524  17.4301
O  9.2838  0.76  10.8441
O  1.0291  4.1844  16.5303
O  2.6171  12.3166  12.718
O  6.2383  5.3643  12.8225
O  1.0607  5.3819  20.6051
O  10.5559  5.0583  15.2595
O  5.14  11.8198  15.4672
O  2.5228  3.2712  10.1122
O  1.0916  2.7021  14.3787
O  7.8737  0.4111  12.9856
O  5.5931  7.3023  11.1096
O  3.2537  0.4223  20.1147
O  3.4716  4.6651  20.7899
O  1.9133  9.7878  13.0993
O  4.2695  1.4238  10.0116
O  4.0759  8.5398  17.844
O  5.1029  11.8989  20.7697
O  -0.0315  5.0719  10.8857
O  4.2885  6.7489  15.7696
O  9.6626  9.9084  19.5302
O  7.3144  3.025  13.3269
O  5.6483  5.8939  21.4422
O  7.9343  6.6607  9.7112
O  7.9292  4.3819  11.1171
O  10.2825  2.91  16.7243
O  9.8706  9.6136  16.7789
O  7.2635  7.2322  19.8948
O  10.9593  2.6164  10.0777
O  6.0705  0.9271  14.7643
O  3.9862  6.5334  13.0806
O  8.8435  6.8632  17.9143
O  11.1804  6.4406  13.0495
O  1.065  7.4499  10.9604
O  8.3464  9.2657  10.2917
O  11.2731  7.5249  17.2728
O  0.7133  10.9872  20.7477
O  6.7262  -0.1834  17.077
O  4.2809  0.5205  16.7022
O  0.354  9.2219  15.27
O  2.7913  9.6407  19.9168
O  6.6937  0.8315  10.7296
O  5.3904  9.4423  19.978
O  7.9218  11.8792  11.0746
O  0.5593  0.4155  13.1071
O  7.9487  4.8546  20.8765
O  10.0908  7.3678  10.9112
O  2.1665  7.5924  14.5863
O  10.0594  11.1393  9.8603
O  11.1952  13.4911  9.221
O  4.4109  4.9733  10.9297
O  0.9325  8.2018  20.9672
O  2.6396  4.9561  14.6184
O  10.9686  0.8301  15.365
O  10.0295  12.1539  20.7631
O  7.6449  9.1832  18.1036
O  2.3825  5.7885  9.4718
O  3.1077  2.7403  16.0468
O  10.6717  6.87  19.8575
O  8.5977  11.6033  17.8292
O  1.9454  0.4774  15.4397
O  5.1494  12.3357  9.9438
O  6.2555  7.1883  17.3652
O  8.7541  5.4104  13.4713
O  7.7098  13.4085  19.5318
O  4.4258  10.4483  13.3967
O  8.5246  1.7197  15.1751
O  2.0514  1.2233  17.971
O  3.3535  10.6586  10.9514
O  5.6797  1.0005  20.9183
O  10.7175  5.0732  17.9773
O  3.8587  7.2312  20.0631
O  9.874  7.5447  14.9912
O  5.3609  9.1731  15.6557
O  0.6326  11.9926  11.0484
O  3.4471  8.1088  9.9862
O  7.9622  2.2596  20.7284
O  9.6631  4.781  9.2041
O  0.6463  0.1987  19.9847
O  1.7491  2.7031  20.105
O  5.4735  9.7043  9.8587
O  7.5691  10.8562  20.7887
O  1.9426  0.8446  10.9577
O  2.9355  10.0531  15.4498

Results
free energy: -67415.440 eV
free energy less fixed offsets of O -447.96, Si -113.29 eV per atom: -3.040 eV
gap between the highest filled and lowest empty level on this k mesh: 1.429 eV

The program warned: the cutoff lies below the one the program advises for these potential files; the model core charge is not resolved on the grid; the forces do not sum to zero within the program's tolerance; the exchange-correlation potential is rough where the density is thin.
